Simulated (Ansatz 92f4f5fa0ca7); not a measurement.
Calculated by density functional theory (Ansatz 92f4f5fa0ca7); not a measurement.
Periodic cell of 148 atoms, Si92O56, from a study of silicon, its oxide and their interface. The atomic structure is a simulated model.

Settings
functional: r2SCAN
potential files: Ansatz norm-conserving
basis: plane waves
wave-function cutoff: 1300 eV
density cutoff ratio: 4
exchange-correlation grid ratio: 1
k mesh: 2 x 2 x 1, shifted by 0.5 0.5 0.5 of a step
self-consistency stop: 5e-08 eV per atom in the density residual
occupations: Fermi-Dirac, 0.05 eV
spin: none
net charge: 0

Cell vectors (angstrom)
a  10.88  0  0
b  0  10.88  0
c  0  0  22.3401

Atoms and the computed forces on them: element, x, y, z (angstrom), force x, y, z (eV/angstrom)
Si  -0.1927  0.3144  -0.5615  0.0976  0.0071  -0.219
Si  2.0301  3.788  -0.133  0.1831  0.1137  0.2708
Si  0.2571  5.3317  0.1897  -0.0525  -0.1515  -0.1204
Si  3.4436  8.0725  -0.3955  -0.0939  -0.4822  -0.4071
Si  5.5155  0.0217  -0.0658  0.3852  -0.2414  0.4207
Si  8.4485  2.5644  -0.1219  -0.1678  -0.1152  -0.1182
Si  5.2046  5.6024  0.4241  -0.5156  -0.1457  -0.53
Si  7.8019  8.7013  -0.0239  0.0101  -0.2807  -0.0012
Si  1.4568  1.6114  0.5054  0.0644  0.0036  -0.2535
Si  3.8151  4.1464  1.4925  -0.066  -0.0818  0.2905
Si  1.3046  6.9584  1.3761  0.0294  0.5125  -0.157
Si  4.3298  9.4428  1.286  -0.1896  0.3033  0.2082
Si  6.771  1.4951  1.2576  0.1138  0.1418  0.0526
Si  9.5083  4.1285  1.3126  -0.0719  0.0431  0.0011
Si  6.886  6.8803  1.3221  0.193  0.2616  0.0329
Si  9.3581  9.4913  1.5603  0.1386  0.3086  -0.1364
Si  -0.136  2.8875  2.8297  0.2205  -0.2374  0.0905
Si  2.9039  -0.0516  2.5173  0.3199  -0.5209  -0.4951
Si  -0.0757  8.161  2.8131  -0.0212  -0.1063  0.2833
Si  2.6402  5.6379  2.8337  -0.01  -0.0087  0.1398
Si  5.3551  2.7632  2.6716  -0.0619  -0.1355  -0.0471
Si  8.0902  0.1291  2.7811  -0.0589  0.1281  0.0026
Si  5.5689  8.1669  2.7519  0.1415  -0.0281  0.0872
Si  8.1779  5.4801  2.6976  -0.014  -0.0911  0.0633
Si  1.3027  4.1861  4.1892  -0.0784  0.1553  -0.1463
Si  4.0926  1.333  4.0573  0.0464  0.0896  0.02
Si  1.3788  9.6158  3.9902  -0.0838  0.2361  0.0103
Si  4.0968  6.9205  4.106  -0.0465  -0.0495  -0.0356
Si  6.7673  4.0936  4.0436  -0.0752  0.1199  0.0831
Si  9.5197  1.4281  4.1298  -0.2937  0.0911  -0.0345
Si  6.8311  9.5476  4.1602  -0.0379  -0.0791  -0.0539
Si  9.5368  6.7515  4.1827  0.0707  0.0255  -0.0543
Si  0.0645  0.0941  5.4258  0.0793  -0.0745  0.1076
Si  2.7085  2.7316  5.418  0.0747  0.0219  0.0249
Si  -0.0462  5.4521  5.652  -0.1186  -0.1323  -0.0903
Si  2.734  8.2591  5.4769  0.1625  -0.0561  -0.0059
Si  5.4599  0.0069  5.4977  -0.071  -0.0806  -0.0711
Si  8.1699  2.711  5.4679  0.0658  0.0015  -0.3284
Si  5.3824  5.4726  5.3903  0.0771  0.0129  -0.0918
Si  8.1962  8.143  5.5242  -0.0234  0.0399  -0.0583
Si  1.4088  1.4206  6.883  0.0801  -0.1276  0.1538
Si  4.0811  4.0767  6.7802  -0.0354  0.0447  0.0546
Si  1.425  6.811  6.892  0.0588  0.1048  0.0244
Si  4.1719  9.5254  6.895  -0.1473  0.085  0.0196
Si  6.9238  1.2858  6.8211  0.08  -0.0916  -0.1032
Si  9.4493  4.0095  6.9488  0.0437  0.0838  0.2855
Si  6.8044  6.6683  6.7989  -0.0256  0.0024  -0.0474
Si  9.5835  9.6158  6.7861  0.0876  -0.1439  -0.0472
Si  0.0475  2.7408  8.346  0.0827  0.0952  -0.1682
Si  2.8099  0.0247  8.2449  0.2361  0.1071  -0.0191
Si  -0.0006  8.2111  8.1248  -0.0169  -0.066  -0.1206
Si  2.803  5.4215  8.2938  -0.0502  0.1254  0.0003
Si  5.8116  2.9553  7.927  -0.3123  -0.3078  0.2702
Si  8.3122  0.0073  8.3534  -0.0827  -0.1017  0.0105
Si  5.6348  8.1341  8.1784  -0.0581  -0.002  0.0117
Si  7.4687  4.7371  8.0651  0.0839  -0.0176  -0.0958
Si  1.4534  4.0725  9.7786  -0.5187  0.3473  -0.0699
Si  4.1641  1.1315  9.9508  -0.3108  -0.4561  -0.3172
Si  1.352  9.6021  9.5337  0.056  0.0475  0.1918
Si  4.2637  6.8397  9.5224  0.1341  -0.0687  0.1288
Si  7.7766  5.4209  10.2291  -0.0355  0.1636  -0.1653
Si  9.6747  1.3684  9.8127  -0.3153  0.4042  0.3228
Si  7.4904  8.9257  9.4637  -0.0716  0.401  0.1185
Si  9.1916  7.2788  9.5503  0.1457  -0.2096  0.3953
Si  0.4428  0.2977  11.1181  0.2355  -0.0508  0.4052
Si  2.7165  2.52  11.0945  0.0387  -0.1438  0.6519
Si  0.409  6.3897  11.5261  0.3137  0.0119  -0.1833
Si  2.783  8.1855  10.7139  -0.2689  -0.1293  0.1986
Si  4.6978  -1.0684  12.2624  -0.3043  0.4678  0.1825
Si  7.9073  3.4791  11.5294  0.2904  -0.0884  0.1013
Si  5.6695  5.9943  11.2294  0.022  0.3084  0.0817
Si  6.4178  8.0989  12.1757  -0.1257  -0.2759  0.065
Si  8.1596  6.7806  14.6224  -0.2497  -0.0302  0.2927
Si  0.107  7.1592  13.6347  0.1883  -0.3037  0.4787
Si  -0.1898  6.8239  19.7509  0.2726  -0.3262  -0.4735
Si  8.8289  2.7383  17.0409  0.0603  -0.1097  -0.0936
Si  12.8762  8.5276  15.307  0.1415  0.098  0.3603
Si  7.9731  9.4218  15.5247  0.0192  -0.191  0.1202
Si  10.612  9.4715  13.7689  -0.048  0.567  0.0773
Si  4.5578  7.6556  19.0343  0.1078  -0.0935  -0.4965
Si  5.2429  3.844  12.4551  -0.0567  0.06  0.0709
Si  1.9744  6.8854  17.7752  0.0752  -0.0019  -0.1133
Si  5.3327  10.3798  17.9164  -0.0844  -0.0069  -0.1133
Si  2.6808  3.5348  20.0123  0.0516  0.1379  0.1105
Si  5.4454  4.9598  19.8693  0.3197  -0.3746  -0.3242
Si  8.3532  10.5907  17.4613  -0.1018  0.2938  0.1167
Si  11.227  4.5208  18.0255  0.1265  0.107  -0.3047
Si  -3.8729  3.301  19.5902  -0.2454  0.5375  -0.1302
Si  7.3996  3.9086  14.4652  -0.0179  -0.0147  0.1279
Si  -1.1524  8.977  19.8741  0.2945  -0.2775  -0.3095
Si  4.6989  12.0377  20.304  -0.3033  0.1755  -0.0925
Si  15.6837  9.9511  15.0989  -0.2701  0.1226  0.2927
O  -0.1732  -0.7008  -1.8611  -0.6545  -0.1183  0.2249
O  0.6934  1.7493  1.9634  0.387  0.0341  -0.1897
O  -2.8168  2.9544  -6.7331  -0.0919  0.1062  -0.0459
O  -0.6126  3.5291  -5.196  -0.1112  0.0346  0.2268
O  3.7873  8.3315  -2.0134  -0.0388  -0.0162  0.3347
O  -0.2925  10.2386  0.7445  -0.2228  -0.0629  -0.0801
O  -0.2877  6.1611  -1.1196  0.0193  -0.0587  0.0482
O  1.8709  7.9244  0.0872  0.2339  -0.3356  0.1447
O  7.7924  3.2385  -4.1576  0.323  -0.425  -0.0197
O  5.9954  2.0708  -2.3906  -0.0168  -0.3028  -0.1998
O  13.6175  -10.2256  0.9545  -0.8933  0.5798  0.6201
O  9.1246  -9.7382  -5.1139  -0.2197  -0.0634  0.2033
O  8.0773  3.3533  -1.5152  0.0739  -0.2807  0.1258
O  4.0649  6.5835  -0.2255  0.0487  0.1979  0.1261
O  8.595  8.4061  -1.4268  -0.0868  0.4973  0.0851
O  1.5442  1.4506  11.6571  0.0705  0.0095  -0.268
O  -2.091  2.3101  10.8703  0.1896  -0.3978  -0.3317
O  9.7087  6.404  14.3382  0.0481  0.1133  -0.0192
O  8.3075  3.7535  13.1085  -0.2138  -0.0358  -0.173
O  1.9307  6.9099  11.269  -0.4495  -0.0292  -0.0298
O  0.3834  4.92  10.7966  0.2632  -0.0539  -0.2181
O  -0.7412  7.3942  10.9176  0.2378  -0.1329  0.1354
O  1.62  8.1893  16.8656  0.1075  -0.1785  -0.3228
O  6.3337  2.9724  11.5748  -0.0088  0.1774  0.2249
O  4.5553  -0.1984  13.6615  0.1048  -0.1503  -0.1629
O  5.8177  3.6764  14.0206  0.0482  0.0154  -0.5994
O  3.705  3.2916  12.2435  0.0565  -0.1651  -0.0799
O  6.3946  9.5727  15.061  0.1017  -0.1773  -0.1761
O  7.3063  9.0177  11.1258  0.0055  -0.264  -0.3358
O  7.4116  7.493  13.3476  0.2074  0.2022  0.0896
O  3.2921  8.9822  12.0735  0.2068  0.0159  -0.4553
O  20.0107  9.8279  14.4273  0.1372  -0.1306  -0.1401
O  12.251  5.485  17.1464  -0.1278  0.1049  0.4578
O  1.0254  9.7652  14.8038  -0.1383  -0.4156  -0.2124
O  6.8514  10.9308  18.0283  0.1673  -0.0737  0.0146
O  4.4331  11.0206  19.0748  0.1156  0.1074  0.0836
O  4.7868  10.8689  10.9863  0.1723  -0.0472  0.0521
O  8.1027  -13.9376  15.8671  0.1071  0.0894  -0.4939
O  9.3697  1.2934  21.6987  0.0817  -0.0304  0.092
O  10.7434  10.4286  12.4567  0.151  0.075  -0.05
O  16.2209  8.7746  18.1475  -0.18  0.124  0.2724
O  4.6602  10.8036  16.4813  0.2202  -0.2553  0.0165
O  12.4289  7.1851  14.4779  -0.3855  0.1084  -0.2165
O  7.4227  5.4184  15.0562  0.1193  -0.0142  -0.3166
O  6.6794  9.7795  21.8139  -0.0136  0.0483  -0.1843
O  -5.1698  4.7459  21.4661  -0.077  0.2715  0.2219
O  1.356  3.6446  19.016  0.2072  0.0614  0.0743
O  3.574  -3.9784  17.9736  -0.1109  0.1233  0.3651
O  5.2839  12.9534  9.2474  0.2553  0.4255  -0.1157
O  -0.6796  5.5705  18.7649  0.2918  0.0254  0.2331
O  1.3585  7.0644  19.2674  -0.034  -0.1328  0.0068
O  9.1519  9.5865  18.4721  -0.2434  0.3355  0.3313
O  5.6624  6.5143  19.4271  -0.5731  0.1545  0.3933
O  14.1726  12.9083  20.3223  0.5348  -0.1876  -0.4485
O  3.9245  15.3351  19.4654  -0.2359  0.007  0.1227
O  3.6105  8.812  15.1836  -0.0846  0.0858  -0.1034

Results
free energy: -36824.523 eV
free energy less fixed offsets of O -463.61, Si -117.95 eV per atom: -10.963 eV
pressure: -1.39 GPa
stress xx, yy, zz, yz, xz, xy (GPa, positive in tension): 1.63, 1.04, 1.48, -1.58, 1.36, 0.58
